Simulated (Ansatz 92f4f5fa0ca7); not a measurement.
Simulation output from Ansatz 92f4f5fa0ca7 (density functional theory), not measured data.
Periodic cell of 224 atoms, Si134O86N4, from a study of silicon, its oxide and their interface. The atomic structure is a simulated model.
This geometry differs little from another in the collection (a relaxation step or a small displacement).

Settings
functional: r2SCAN
potential files: Ansatz PAW
basis: plane waves
wave-function cutoff: 800 eV
density cutoff ratio: 5
exchange-correlation grid ratio: 1
k mesh: 1 x 1 x 1, shifted by 0.5 0.5 0 of a step
self-consistency stop: 1e-10 eV per atom in the density residual
occupations: fixed
spin: none
net charge: 0

Cell vectors (angstrom)
a, 10.88, 0, 0
b, 0, 10.88, 0
c, 0, 0, 32.3105

Atoms: element, x, y, z (angstrom)
Si, -0.2716, 0.2197, -0.0621
Si, 2.8517, 2.5622, -0.067
Si, -0.1166, 5.4423, -0.0701
Si, 2.8192, 7.9385, 0.0697
Si, 5.1599, 0.3807, -0.2362
Si, 8.4002, 2.5873, -0.1146
Si, 5.3198, 5.9758, -0.0626
Si, 8.5924, 7.7135, 0.1909
Si, 1.3531, 1.3508, 1.2485
Si, 4.158, 4.1731, 1.0882
Si, 1.3755, 6.6629, 1.3241
Si, 4.0988, 9.5859, 1.1361
Si, 6.7662, 1.4129, 1.15
Si, 9.5152, 4.0513, 1.3149
Si, 6.8667, 6.8104, 1.47
Si, 9.5858, 9.4903, 1.2964
Si, 0.0073, 2.6957, 2.6357
Si, 2.741, -0.0031, 2.5778
Si, 0.0527, 8.1169, 2.6493
Si, 2.7957, 5.381, 2.6201
Si, 5.4498, 2.7783, 2.5333
Si, 8.1206, 0.0023, 2.5457
Si, 5.4492, 8.2708, 2.6191
Si, 8.1644, 5.3643, 2.7307
Si, 1.3886, 4.0574, 3.9757
Si, 4.0871, 1.3991, 3.9086
Si, 1.4121, 9.5004, 3.9693
Si, 4.1009, 6.8282, 3.9395
Si, 6.7797, 4.028, 4.0194
Si, 9.499, 1.3339, 3.9422
Si, 6.796, 9.5845, 3.9906
Si, 9.5272, 6.7968, 4.0048
Si, 0.0079, -0.0126, 5.288
Si, 2.7297, 2.7034, 5.321
Si, 0.0258, 5.4354, 5.3363
Si, 2.7452, 8.1503, 5.3406
Si, 5.4284, 0.0541, 5.3283
Si, 8.1606, 2.6845, 5.3458
Si, 5.4365, 5.4559, 5.3127
Si, 8.1477, 8.1811, 5.3208
Si, 1.3559, 1.3526, 6.6654
Si, 4.0639, 4.0964, 6.663
Si, 1.3642, 6.8095, 6.6998
Si, 4.0875, 9.5354, 6.6842
Si, 6.7951, 1.3677, 6.718
Si, 9.516, 4.0802, 6.6804
Si, 6.7851, 6.8129, 6.6686
Si, 9.5274, 9.5321, 6.6599
Si, 0.0056, 2.7238, 8.0283
Si, 2.6948, -0.0112, 8.0348
Si, -0.0216, 8.1771, 8.0331
Si, 2.7162, 5.4379, 8.0434
Si, 5.4182, 2.7527, 8.0306
Si, 8.1823, -0.0002, 8.0375
Si, 5.4395, 8.1632, 8.0433
Si, 8.1407, 5.4615, 8.0217
Si, 1.3218, 4.1154, 9.3986
Si, 4.0571, 1.3691, 9.3615
Si, 1.326, 9.5224, 9.4109
Si, 4.0666, 6.7988, 9.4029
Si, 6.7707, 4.1174, 9.3836
Si, 9.543, 1.364, 9.3971
Si, 6.8392, 9.502, 9.3788
Si, 9.4691, 6.846, 9.3841
Si, -0.0179, -0.0044, 10.811
Si, 2.6793, 2.7222, 10.7119
Si, -0.0708, 5.5062, 10.7304
Si, 2.6573, 8.1217, 10.7456
Si, 5.4641, -0.0061, 10.6568
Si, 8.1598, 2.7534, 10.6852
Si, 5.4459, 5.4811, 10.7896
Si, 8.1616, 8.187, 10.8296
Si, 1.3536, 1.3838, 12.1238
Si, 4.0398, 4.0723, 12.0426
Si, 1.223, 6.8459, 12.1596
Si, 4.1013, 9.4939, 11.9624
Si, 6.843, 1.3446, 11.9945
Si, 9.436, 4.1608, 12.061
Si, 6.7908, 6.8493, 12.2076
Si, 9.5036, 9.5505, 12.2442
Si, -0.1042, 2.7706, 13.3671
Si, 2.8425, -0.0052, 13.3232
Si, -0.0303, 8.2788, 13.7195
Si, 2.5982, 5.3559, 13.3599
Si, 5.4557, 2.6807, 13.2753
Si, 8.0982, 0.0505, 13.539
Si, 5.3631, 8.2235, 13.4913
Si, 8.1363, 5.4828, 13.5814
Si, 1.0531, 4.214, 14.7924
Si, 4.3946, 1.1449, 14.673
Si, 1.7993, 9.4324, 14.8034
Si, 3.6908, 6.9705, 14.5976
Si, 6.8577, 3.8355, 14.699
Si, 9.1994, 1.7488, 14.7665
Si, 6.4934, 9.8128, 14.8564
Si, 9.7756, 6.543, 14.9694
Si, 2.712, 2.7537, 16.8971
Si, 2.2616, 10.7988, 17.635
Si, 10.3799, 9.6805, 18.838
Si, 4.7853, 4.9747, 16.8035
Si, 5.3723, 11.1099, 17.431
Si, 6.6803, 6.3992, 18.7429
Si, 7.6885, 9.111, 17.5193
Si, 10.0169, 24.4439, 22.4819
Si, 9.6172, 12.4935, 19.71
Si, 6.4337, 13.0373, 19.5075
Si, 8.324, 13.5386, 29.1255
Si, 10.2201, 17.7571, 20.3045
Si, -2.3454, 16.1765, 22.132
Si, 6.0031, 12.0563, 22.1735
Si, 8.374, 11.513, 23.831
Si, 16.7694, 4.9403, 21.0714
Si, 10.832, 17.4908, 23.221
Si, -0.2635, 2.8405, 17.0908
Si, 5.6308, 9.412, 26.9036
Si, 4.8946, 14.1311, 25.8582
Si, -1.5146, 5.5688, 17.7576
Si, 6.6807, 10.1286, 29.5357
Si, 6.9308, 7.3645, 30.0038
Si, 5.453, 12.6513, 29.4387
Si, 5.6735, 11.4095, 24.7544
Si, 4.4009, 14.7041, 23.1117
Si, 13.0104, 4.1571, 27.0005
Si, 5.6706, 15.648, 29.537
Si, 1.4592, 4.1765, 24.0236
Si, 3.2427, 16.9887, 28.6162
Si, 9.826, 8.9248, 25.1177
Si, 11.5408, 20.8217, 27.4447
Si, 1.5189, 4.1575, 29.9447
Si, 7.5137, 4.3411, 27.2326
Si, -1.1995, 10.9519, 29.5321
Si, 2.3348, 19.6079, 29.5417
Si, 7.6897, 7.2832, 26.9923
Si, 3.3244, 21.7655, 28.169
O, -0.0928, -0.2838, 30.6853
O, -1.3939, 1.3835, -0.2524
O, 3.9246, 1.4186, -0.4836
O, 2.1224, 2.9594, 30.8352
O, 1.3217, 14.7697, 25.6273
O, -6.8103, 6.983, 31.9588
O, 1.1502, 8.7359, 28.4321
O, 7.0478, 15.5046, 28.7532
N, 5.7597, 0.3867, 30.4423
O, 8.1163, 3.2035, 30.6897
O, 9.726, 6.6615, 31.987
O, 7.8935, 8.0176, 31.0979
O, 8.7992, 19.0216, 26.147
O, 6.9151, 1.9183, 28.7307
O, 0.1806, 5.5532, 15.0996
O, 3.5388, 2.0614, 15.7024
O, 2.2598, 1.5387, 17.8933
O, 1.7754, 10.3874, 16.1367
O, -0.8984, 12.4866, 16.2138
O, 2.7187, 8.139, 15.2119
O, 4.0356, 5.9989, 15.8346
O, 5.4099, 5.9683, 17.8772
O, 7.9021, 5.393, 18.4158
O, 9.6845, 10.9014, 19.5875
N, 5.4539, 11.0112, 15.6678
O, 7.3283, 8.9027, 15.9477
O, 11.9555, 10.057, 18.511
N, 1.228, 3.3813, 16.347
O, -2.9247, 2.7294, 15.1719
O, -4.8885, 15.1159, 16.022
O, -0.546, 8.4073, 19.8287
O, 11.186, 17.6268, 21.618
O, 6.6573, 10.2816, 17.9899
O, 9.2948, 9.3938, 17.6294
O, 14.7602, 10.4898, 17.8503
O, 14.5879, 14.8082, 17.4426
O, 7.2575, 7.8662, 18.4405
O, 5.411, 2.6295, 22.6406
O, 10.4293, 5.9814, 18.9411
O, 5.6722, 12.5956, 18.1119
O, 13.7099, 14.4626, 23.3959
O, 8.0635, 23.8239, 19.4691
O, 7.5841, 11.6459, 22.3898
O, 4.484, 15.751, 21.876
O, 9.0201, 20.9756, 24.303
O, -1.1994, 15.0364, 17.0609
O, 4.2302, 12.2122, 28.4317
O, 7.2101, 11.9475, 24.8697
O, 6.0793, 3.6702, 20.0385
O, 15.6455, 12.5586, 25.4342
O, 9.001, 14.6596, 21.8748
O, 6.9523, 16.0012, 22.2976
O, -0.5643, 12.7176, 21.154
O, 5.221, 21.9757, 23.2136
O, 12.0682, 16.6554, 23.8564
O, 6.3252, 14.3975, 26.5398
O, 13.8756, 10.2048, 29.6109
O, 9.5611, 12.5368, 29.3318
O, 9.5167, 12.6341, 23.7104
O, 10.5909, 2.339, 18.6275
O, 9.3063, 6.6827, 16.5514
O, 6.5799, 21.146, 27.9096
O, 5.8041, 11.9776, 20.5841
O, 1.3684, -7.2245, 28.382
O, -4.6925, 7.892, 26.7746
O, 8.7987, 17.2266, 20.9068
O, 7.8156, 16.6172, 26.4811
O, 4.9241, 15.1361, 24.5812
O, 4.1089, -1.1531, 27.3445
O, 8.7753, 14.3093, 27.7174
O, 6.0791, 6.2982, 20.2321
O, 11.0944, 9.4948, 25.9626
O, 5.6707, 9.9613, 25.4058
O, 12.7559, 11.0568, 27.4185
O, 10.1649, 10.4383, 28.0971
O, 14.2713, 7.6501, 28.9619
O, 14.4808, 14.3771, 26.7962
O, 9.4028, 16.7069, 23.385
N, 6.0992, 16.8377, 30.6794
O, 11.2618, 14.3088, 23.1231
O, 7.8214, 7.2204, 28.6288
O, 16.0193, 3.2915, 30.0172
O, 5.9731, 8.671, 29.7928
O, 13.2633, 16.6333, 27.285
O, 1.9375, 8.3354, 31.0516
O, -2.6333, 21.1864, 29.9035
O, 2.5649, 5.3924, 29.9087
O, 4.6967, 16.3235, 28.4392
O, 10.5483, 18.8731, 23.9998
O, 0.2365, 4.7418, 30.7777

Results
free energy: -136302.790 eV
free energy less fixed offsets of N -386.36, O -570.45, Si -639.56 eV per atom: 2.390 eV

Forces (eV/angstrom), in the order of the atoms: element, x, y, z
Si, 0.0221, 0.027, 0.0646
Si, -0.0174, -0.0007, 0.0439
Si, -0.0166, 0.017, 0.1159
Si, 0.0162, 0.0002, 0.0894
Si, -0.0141, -0.0616, 0.0522
Si, 0.0037, 0.015, 0.0888
Si, -0.0328, -0.0276, 0.0856
Si, 0.0334, -0.018, 0.116
Si, -0.0067, -0.0043, -0.0045
Si, 0.0196, 0.0043, -0.0375
Si, -0.0018, 0.0027, -0.0184
Si, 0.0016, 0.0058, -0.0147
Si, 0.0049, -0.0001, -0.0147
Si, -0.008, 0.0054, -0.0149
Si, -0.0012, 0.0179, -0.0048
Si, -0.0005, -0.0049, -0.0133
Si, -0.0103, 0.0007, 0.0181
Si, 0.0088, -0.0012, 0.0049
Si, -0.0148, -0.0289, 0.0128
Si, -0.0172, 0.0274, 0.0122
Si, 0.0096, -0.0026, 0.0184
Si, -0.0042, 0.0082, 0.0224
Si, -0.0185, -0.0045, 0.0094
Si, 0.0293, 0.0006, 0.0021
Si, -0.0006, -0.0084, -0.0107
Si, -0.0096, -0.0042, -0.0031
Si, 0.0046, 0.0063, -0.0088
Si, 0.0207, -0.0075, -0.0132
Si, -0.0069, 0.0076, -0.0003
Si, 0.0035, 0.0076, -0.016
Si, -0.002, 0.0002, -0.0055
Si, -0.0067, 0.011, -0.0228
Si, -0.0041, -0.004, 0.0015
Si, 0.0061, 0.003, 0.0021
Si, -0.0007, -0.0005, 0.0001
Si, -0.0057, -0.0014, -0.0003
Si, 0.0039, 0.0011, 0.0001
Si, -0.0013, -0.0059, 0.0001
Si, -0.0035, 0.0045, -0.001
Si, 0.0045, -0.0011, 0.004
Si, 0.0019, 0.0019, -0.0016
Si, -0.0024, -0.0014, 0
Si, 0.0006, 0.0032, 0.0023
Si, -0.0014, 0.0001, 0.0022
Si, 0.0006, 0.0026, 0.0034
Si, -0.001, 0.0004, 0.0019
Si, -0.0029, -0.0011, -0.0004
Si, -0.0003, 0.0014, -0.0004
Si, -0.0034, -0.0025, -0.0015
Si, 0.0014, -0.0019, -0.0005
Si, -0.0026, -0.0007, -0.0007
Si, 0.0033, -0.0017, -0.0004
Si, -0.0018, 0.0025, 0.0006
Si, 0.0013, -0.0018, -0.0011
Si, 0.0031, -0.0013, -0.0016
Si, 0.0001, 0.0049, -0.0019
Si, 0.0025, 0.0007, -0.0018
Si, -0.0004, 0.0002, 0.0013
Si, -0.0018, -0.0019, 0.0003
Si, -0.0027, 0.0028, 0.0017
Si, -0.0016, 0.0046, -0.0001
Si, 0.0035, 0.001, 0.0013
Si, -0.0019, -0.0013, 0.0018
Si, -0.0041, -0.0042, -0.0046
Si, -0.0099, 0.0002, 0.0044
Si, -0.0008, 0.0041, 0.0069
Si, -0.0033, 0.0131, 0.0002
Si, 0.0109, 0.0025, 0.009
Si, 0.0002, -0.0066, 0.0137
Si, 0.0075, 0.0075, 0.0036
Si, 0.0069, -0.0095, 0.0047
Si, 0.0066, -0.0011, 0.0029
Si, 0.0118, -0.0076, -0.0016
Si, 0.0057, 0.0052, -0.0057
Si, -0.0034, -0.0077, -0.016
Si, 0.0011, -0.0039, -0.0097
Si, -0.0056, 0.0031, -0.0101
Si, -0.017, -0.0128, -0.0249
Si, -0.0094, 0.0019, -0.005
Si, 0.0019, 0.0033, 0.0023
Si, -0.0049, 0.0067, 0.0359
Si, -0.0067, 0.0024, 0.0062
Si, -0.0068, -0.0105, 0.0077
Si, -0.0032, -0.0068, 0.0091
Si, 0.0102, 0.006, 0.0075
Si, 0.0011, -0.0059, 0.0145
Si, -0.0002, 0.0048, 0.0261
Si, 0.0147, 0.0019, 0.027
Si, 0.0641, 0.0114, -0.0386
Si, 0.0048, -0.0024, -0.0602
Si, -0.0116, -0.0205, -0.0668
Si, 0.0059, 0.0079, -0.0733
Si, -0.0041, 0.0189, -0.0727
Si, -0.0026, -0.0122, -0.0663
Si, -0.0079, -0.0173, -0.081
Si, -0.011, 0.0393, -0.0603
Si, -0.0121, 0.0064, -0.047
Si, 0.0096, 0.0058, -0.0518
Si, -0.0036, 0.0008, -0.0434
Si, -0.0067, -0.0076, -0.0671
Si, 0.0028, -0.0167, -0.0998
Si, 0.0077, 0.0064, -0.0524
Si, -0.0055, 0.0035, -0.0547
Si, -0.0093, -0.0075, -0.0245
Si, 0.0049, -0.003, -0.0579
Si, -0.0012, -0.0138, -0.0567
Si, -0.0042, 0.002, 0.0494
Si, -0.0053, 0.003, -0.0552
Si, -0.0034, 0.0083, -0.0225
Si, -0.0024, 0.0018, -0.0336
Si, 0.0102, -0.0062, 0.0066
Si, 0.0072, 0.009, -0.0403
Si, -0.0059, 0.0026, -0.0158
Si, 0.0365, -0.0007, -0.0568
Si, 0.0004, 0.0002, 0.0404
Si, 0.0013, 0.0104, 0.0304
Si, 0.0003, 0.0124, -0.0595
Si, -0.0095, 0.019, 0.0518
Si, 0.0037, -0.0072, 0.053
Si, 0.0044, -0.0167, 0.0434
Si, -0.0076, -0.0091, 0.0278
Si, 0.0039, 0.0108, 0.0026
Si, -0.001, 0.0075, 0.0447
Si, -0.0088, 0.0089, 0.0479
Si, 0.0028, 0.0036, 0.0245
Si, -0.0083, 0.0062, 0.0344
Si, 0.0039, -0.0013, 0.0308
Si, 0.003, -0.0017, 0.0393
Si, -0.0127, -0.0016, 0.0654
Si, -0.0009, 0.0024, 0.0358
Si, 0.0117, -0.0017, 0.0496
Si, -0.0011, -0.0006, 0.0465
Si, -0.0094, -0.007, 0.0395
Si, 0.0036, -0.0027, 0.0381
O, -0.0047, -0.0036, -0.0512
O, -0.0357, -0.0065, -0.0498
O, 0.0161, 0.0573, -0.016
O, -0.0056, 0.0094, -0.0472
O, -0.0049, -0.0019, -0.0233
O, 0.0074, -0.005, -0.0738
O, -0.0127, 0.0092, -0.0226
O, 0.02, -0.0118, -0.028
N, 0.0095, 0.0062, -0.0678
O, 0.0064, -0.006, -0.0536
O, 0.0028, -0.0091, -0.0931
O, -0.021, 0.0105, -0.0413
O, 0.0087, 0.0067, -0.0165
O, -0.0029, 0.0059, -0.0289
O, -0.0348, -0.022, -0.0166
O, -0.0089, 0.0088, 0.0381
O, -0.0038, -0.0044, 0.0218
O, 0.0132, 0.0095, 0.0386
O, -0.0032, 0.0021, 0.0349
O, -0.0034, -0.0023, 0.0354
O, 0.001, -0.009, 0.0463
O, 0.0177, 0.0133, 0.0386
O, -0.0086, -0.0065, 0.0196
O, -0.002, 0.0075, 0.0226
N, -0.0012, 0.0031, 0.0816
O, 0.0097, -0.0054, 0.0531
O, -0.0116, -0.0065, 0.0207
N, -0.0215, -0.0214, 0.0525
O, 0.0069, 0.0193, 0.0174
O, -0.0087, -0.0039, 0.043
O, 0.0054, -0.0099, 0.0199
O, 0.0054, -0.0053, 0.0226
O, 0.0037, -0.0017, 0.0307
O, 0.0157, 0.0052, 0.0213
O, -0.0048, -0.0023, 0.0271
O, 0.0057, 0.0019, 0.0249
O, -0.0081, -0.0158, 0.0226
O, 0.0011, -0.0018, 0.0047
O, 0.0048, 0.0052, 0.0314
O, 0.0116, 0.0193, 0.0343
O, -0.002, -0.0023, -0.0103
O, 0.0013, 0.0005, 0.0152
O, 0.0046, -0.0054, 0.0025
O, -0.0037, -0.0047, 0.0084
O, -0.0034, 0.0037, -0.0074
O, -0.0083, -0.0033, 0.0141
O, -0.0021, 0.0018, -0.0163
O, 0.0035, 0.0028, -0.0049
O, -0.0008, 0.009, 0.0163
O, -0.0009, -0.0068, -0.0116
O, -0.0016, -0.0029, 0.0101
O, 0.0018, -0.0058, 0.0078
O, 0.007, 0.0063, 0.0277
O, 0.0009, -0.0032, -0.0078
O, 0.0035, 0.001, -0.0006
O, -0.0082, -0.0098, -0.0163
O, 0.0019, 0.0087, -0.0243
O, 0.0054, 0.0015, -0.0267
O, -0.0006, -0.0028, 0.0025
O, -0.0077, -0.0078, 0.0368
O, 0.0034, -0.0122, 0.0611
O, 0.0042, -0.007, -0.0274
O, 0.0006, -0.0059, 0.03
O, -0.003, 0.0007, -0.0382
O, -0.0027, -0.0026, -0.0163
O, -0.0069, -0.0047, 0.0187
O, 0.0041, 0.0011, -0.015
O, -0.0041, 0.001, -0.013
O, 0.0054, -0.0067, -0.0217
O, 0.005, 0.0028, -0.0178
O, -0.0089, -0.0081, 0.0286
O, -0.0078, -0.0066, -0.0246
O, 0.0036, 0.0106, -0.0187
O, -0.0048, 0.0088, -0.0135
O, 0.0004, -0.0085, -0.0207
O, 0.0044, -0.0023, -0.0153
O, 0.0052, -0.0061, -0.0119
O, 0.0022, -0.0046, 0.0117
N, 0.0063, -0.0106, -0.0442
O, 0.0025, 0.0004, 0.0018
O, 0.0032, -0.0046, -0.0336
O, -0.0071, -0.0023, -0.0118
O, -0.0034, 0.0063, -0.012
O, -0.0023, -0.0066, -0.0235
O, -0.0037, 0, -0.0466
O, 0.0024, 0.0069, -0.019
O, 0.0075, 0.0114, -0.0203
O, 0.0026, 0.0023, -0.0159
O, 0.0023, 0.001, -0.0087
O, 0.0177, -0.014, -0.0435

The program warned: the cutoff lies below the one the program advises for these potential files; the forces do not sum to zero within the program's tolerance; empty levels may hold ghost states of the PAW files; the exchange-correlation potential is rough where the density is thin.
